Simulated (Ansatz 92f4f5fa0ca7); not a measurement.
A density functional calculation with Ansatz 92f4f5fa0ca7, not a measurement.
Periodic cell of 221 atoms, Si132O87H1N1, from a study of silicon, its oxide and their interface. The atomic structure is a simulated model.
Doubt: the cutoff is far below the 930 eV that the study's wrapper takes by default for these files, so forces and energies are approximate.
This geometry differs little from another in the collection (a relaxation step or a small displacement).

Settings
functional: PBE
potential files: Ansatz PAW
basis: plane waves
wave-function cutoff: 580 eV
density cutoff ratio: 5
exchange-correlation grid ratio: 1
k mesh: 1 x 1 x 1, Gamma-centred
self-consistency stop: 5e-08 eV per atom in the density residual
occupations: fixed
spin: none
net charge: 0

Cell vectors (angstrom)
a	10.938	0	0
b	0	10.938	0
c	0	0	32.1537

Atoms and the computed forces on them: element, x, y, z (angstrom), force x, y, z (eV/angstrom)
Si	0.1867	-0.1344	24.4938	-0.0023	0.0018	-0.009
Si	5.5901	-0.312	24.7531	0.0028	-0.0046	-0.0053
Si	2.5144	3.0456	24.479	0.003	0.0016	0.0007
Si	8.0793	2.9735	25.0501	-0.0024	0.0009	-0.0043
Si	0.0414	5.1259	24.668	-0.0029	-0.0065	-0.0104
Si	5.8206	5.1473	24.6473	0.0011	-0.0001	0.0039
Si	2.4427	8.5138	24.5966	-0.0019	0.005	-0.0048
Si	7.9893	8.5932	24.7874	0.0043	0.0019	-0.0025
Si	1.3989	1.4094	25.8457	-0.0001	0.0002	-0.0006
Si	6.7507	1.3301	26.0313	-0.0006	0.0051	0.0016
Si	4.0682	4.1589	25.9127	-0.0019	-0.0005	-0.0022
Si	9.6148	4.1325	26.3046	-0.0004	0.0017	0.0015
Si	1.2695	6.8465	25.8345	-0.0024	0.0051	0.003
Si	6.8562	6.857	25.9489	-0.0015	-0.0047	-0.0012
Si	4.0284	9.5069	26.0728	-0.003	0.0018	0.0025
Si	9.5864	9.7309	26.0265	-0.0024	-0.0023	0.0018
Si	2.7155	0.0482	27.3449	0.001	-0.0036	-0.0023
Si	8.1802	0.0589	27.4089	0.0008	-0.002	-0.0021
Si	0.0666	2.657	27.4095	0.0015	0.0025	-0.0004
Si	5.3969	2.7555	27.3485	0.0014	0	-0.002
Si	2.697	5.5361	27.2964	0.0035	-0.004	-0.0005
Si	8.1786	5.5537	27.4363	-0.0009	-0.0005	-0.0006
Si	-0.0313	8.2156	27.321	0.002	0.0018	-0.0024
Si	5.4557	8.158	27.3735	0.0006	-0.0001	0.0005
Si	4.1018	1.3673	28.7354	-0.2263	0.1305	0.0797
Si	9.5708	1.3673	28.7354	0.104	0.0232	0.463
Si	1.3673	4.1018	28.7354	0.3547	0.0596	-0.1832
Si	6.8362	4.1018	28.7354	-0.272	0.0346	-0.1311
Si	4.1018	6.8362	28.7354	-0.2058	-0.1959	0.0456
Si	9.5708	6.8362	28.7354	0.095	0.5851	0.3661
Si	1.3673	9.5708	28.7354	-0.0954	0.0579	-0.3608
Si	6.8362	9.5708	28.7354	-0.0253	-0.1733	-0.077
Si	0	0	30.1027	-0.1319	-0.1166	0.0279
Si	5.469	0	30.1027	-0.0077	-0.0157	-0.0551
Si	2.7345	2.7345	30.1027	0.1245	0.0812	0.0284
Si	8.2035	2.7345	30.1027	0.1205	0.0369	-0.0309
Si	0	5.469	30.1027	-0.0159	-0.0067	-0.0618
Si	5.469	5.469	30.1027	-0.0956	-0.1362	0.0196
Si	2.7345	8.2035	30.1027	0.0508	0.0234	-0.0517
Si	8.2035	8.2035	30.1027	0.125	0.0394	0.051
Si	1.3673	1.3673	31.4699	-0.0215	0.0459	-0.0479
Si	6.8362	1.3673	31.4699	-0.0204	-0.0231	-0.0298
Si	4.1018	4.1018	31.4699	-0.015	-0.0419	0.0184
Si	9.5708	4.1018	31.4699	-0.0519	0.0347	-0.0057
Si	1.3673	6.8362	31.4699	0.0144	0.0108	-0.0296
Si	6.8362	6.8362	31.4699	-0.0019	0.0396	-0.0392
Si	4.1018	9.5708	31.4699	-0.0189	0.0024	-0.0077
Si	9.5708	9.5708	31.4699	-0.0316	0.0296	0.0184
Si	2.7345	0	0.6835	-0.0048	0.0063	0.0296
Si	8.2035	0	0.6835	0.0492	0.0146	0.011
Si	0	2.7345	0.6835	-0.008	-0.0314	0.0259
Si	5.469	2.7345	0.6835	0.0556	-0.0187	0.0054
Si	2.7345	5.469	0.6835	0.0084	-0.0055	0.0014
Si	8.2035	5.469	0.6835	0.0201	-0.0405	0.0372
Si	0	8.2035	0.6835	-0.0161	-0.0294	-0.002
Si	5.469	8.2035	0.6835	0.0194	-0.0208	0.0292
Si	4.1018	1.3673	2.0507	0.0108	0.0835	0.038
Si	9.5708	1.3673	2.0507	-0.0724	-0.0438	-0.0153
Si	1.3673	4.1018	2.0507	0.0661	0.0268	-0.0151
Si	6.8362	4.1018	2.0507	-0.0955	-0.0531	0.0183
Si	4.1018	6.8362	2.0507	-0.1028	-0.0462	0.0116
Si	9.5708	6.8362	2.0507	0.0358	0.1051	0.0347
Si	1.3673	9.5708	2.0507	-0.0493	-0.0388	0.0224
Si	6.8362	9.5708	2.0507	-0.0385	0.0093	-0.0083
Si	0	0	3.418	-0.3305	-0.1405	-0.3234
Si	5.469	0	3.418	0.2725	-0.1217	0.0813
Si	2.7345	2.7345	3.418	0.3589	0.5621	-0.235
Si	8.2035	2.7345	3.418	0.0055	-0.0626	0.0883
Si	0	5.469	3.418	0.2212	0.0439	0.2699
Si	5.469	5.469	3.418	-0.1204	-0.4295	0.0485
Si	2.7345	8.2035	3.418	-0.07	-0.229	-0.1077
Si	8.2035	8.2035	3.418	0.0559	-0.0439	0.0249
Si	1.3596	1.3909	4.6723	-0.0033	-0.005	0.0008
Si	6.8657	1.3359	4.8149	-0.0007	-0.0049	-0.0023
Si	4.1112	4.0867	4.868	-0.005	-0.0013	0
Si	9.5758	4.0933	4.7864	-0.0032	0.0097	0.0019
Si	1.4049	6.8257	4.8387	-0.0068	0.0033	-0.0028
Si	6.8747	6.7621	4.7618	-0.0035	-0.0016	0.0011
Si	4.1406	9.5037	4.7505	-0.0051	-0.0031	-0.0012
Si	9.56	9.5709	4.8015	0.0039	-0.0066	-0.0099
Si	2.6638	-0.0659	5.9188	0.024	0.0231	0.0301
Si	8.1953	-0.016	6.2384	-0.0093	-0.0049	-0.0001
Si	0.029	2.7127	6.0782	-0.0019	-0.0105	-0.008
Si	5.4569	2.5727	6.2294	0.0225	0.0294	0.0076
Si	2.7835	5.5431	6.3239	0.0082	-0.0048	0.0014
Si	8.1753	5.3604	6.2033	0.008	0.006	-0.0012
Si	-0.0374	8.1502	6.1592	0.0112	0.0155	0.0147
Si	5.4682	8.077	6.1088	0.0016	-0.0014	-0.011
Si	3.717	1.3716	7.417	-0.0837	-0.0299	-0.0177
Si	9.8914	1.1417	7.4338	0.0104	0.006	0.0125
Si	1.6354	3.7999	7.4208	0.0164	-0.007	0.0337
Si	6.636	4.1164	7.553	-0.0131	-0.005	-0.0154
Si	4.5123	6.57	7.7059	-0.0032	-0.0026	0.0062
Si	9.2773	7.0334	7.45	0.0001	-0.0063	-0.0064
Si	1.1494	9.8121	7.3094	-0.011	-0.0236	-0.0202
Si	6.9841	9.242	7.4116	0.0046	-0.0004	0.0032
O	1.2523	4.0989	24.0696	0.001	0.0008	0.0019
O	6.7807	9.5906	24.2128	-0.0046	0.0052	-0.0012
O	2.931	2.7991	7.4295	-0.0123	0.0103	0.0026
O	8.1649	8.1839	7.8716	-0.0015	0.0066	-0.0006
O	5.5637	5.3039	7.9781	-0.003	0.0013	0.0018
O	0.0678	-0.0024	7.9005	-0.0014	0.0018	0.0001
O	5.3519	5.5292	23.1133	-0.0005	0.0006	-0.0005
O	10.5182	0.4957	23.0498	0.0009	-0.0002	0.0025
O	2.1742	9.4101	8.5534	0.0042	0.0044	0.0036
O	1.2551	3.8268	9.0211	0.0212	-0.0062	-0.0291
O	9.4692	1.9885	8.7669	-0.0047	-0.0003	-0.0022
O	7.6494	9.95	12.0976	0.0003	0.001	-0.0018
O	3.4681	0.8065	8.9792	0.018	0.0082	0.0017
N	4.3196	7.3268	9.2994	0.0005	0.0004	-0.0003
O	7.226	3.3486	8.8999	-0.001	-0.0052	0.01
O	9.8497	6.4974	8.9025	0.0003	0.0016	0.0044
O	3.341	2.4538	23.1337	-0.0003	-0.0004	-0.0012
O	4.6626	0.1749	23.4815	0.0001	0.0007	0.0013
O	9.2037	2.4948	23.9634	0.0026	-0.0031	-0.0011
O	9.8228	5.5755	23.5332	0.001	0.0019	0.0021
O	19.889	8.1254	23.5303	0.0007	-0.0002	-0.0006
O	3.2873	7.9768	23.283	-0.0009	0.0002	0.0021
O	6.9881	4.0086	24.3676	0.0022	-0.0047	-0.0029
O	1.3137	9.6407	24.087	0.004	-0.0024	0.0021
Si	3.8155	6.3903	10.7016	0.0014	-0.0012	0.0015
Si	9.0964	4.2711	14.6281	0.0007	0.0004	-0.0004
Si	7.4192	8.3412	11.9281	0.0008	-0.0002	0.0025
Si	4.2086	1.2707	22.3625	-0.0013	0.001	-0.0021
Si	17.113	3.808	14.2618	-0.0008	-0.0003	-0.0006
Si	2.7367	-0.4522	20.1257	0	0.0006	-0.0015
Si	7.1772	4.1581	19.4539	0.0005	-0.0002	-0.001
Si	14.0089	6.6377	16.4482	-0.0006	-0.0003	-0.0005
Si	1.9053	4.1411	10.4886	0.0004	-0.0092	0.0006
Si	5.6902	16.2036	16.7491	0	-0.0002	-0.0005
Si	3.7779	9.7499	17.2556	-0.0008	-0.0004	-0.0009
Si	10.2119	4.4488	11.6866	-0.0002	-0.0018	0.0039
Si	10.906	6.5178	16.0587	-0.0005	-0.0002	-0.0002
Si	7.9975	1.6051	14.5382	-0.001	-0.0004	0.0011
Si	2.8053	10.4095	9.6973	-0.0004	-0.0037	0.0018
Si	9.1243	6.7794	22.6343	-0.002	0.0008	0
Si	11.1863	-1.1408	11.1991	-0.0018	-0.0009	0.0033
Si	3.5795	-3.3021	13.7021	-0.0004	-0.0007	0.0003
Si	5.1812	8.728	9.8664	0.0003	-0.0006	0.0015
Si	9.5718	1.7684	22.5735	0.0023	0.0015	0.0011
Si	11.9368	-0.43	16.583	-0.0005	0.0001	-0.0018
Si	8.3953	2.6346	9.8079	0.0104	0.0002	0.0013
Si	-0.4154	8.2441	18.3999	0.0004	-0.0007	-0.0019
Si	11.7508	-2.0462	14.1422	-0.0009	-0.0001	0.0007
Si	4.6772	3.7866	11.6048	-0.0016	-0.0059	-0.0028
Si	6.0215	6.0819	21.7257	0.0007	0.0004	-0.0002
Si	6.4632	7.7171	14.7079	0.0009	0.0008	0.0008
Si	11.5455	6.5132	20.6778	-0.0011	-0.0004	-0.0011
Si	11.0939	1.081	18.8247	-0.0003	-0.0002	-0.0009
Si	14.2253	7.6907	21.6689	0.0005	-0.0013	-0.0031
Si	6.9656	1.3677	20.7792	0.0006	0.0018	-0.0011
Si	9.959	7.1968	10.3789	-0.0004	-0.0013	-0.0006
Si	-0.6432	3.6844	20.1749	-0.0001	-0.0001	-0.0004
Si	8.4518	-0.624	19.122	-0.0013	-0.0005	-0.0104
Si	6.847	10.2004	16.376	0.0078	0.0009	0.0014
Si	8.5716	0.3275	11.8131	-0.0009	-0.0013	0.0035
O	13.3647	8.7695	13.9236	0.0003	0.0002	-0.0007
O	7.7088	-0.8325	17.7216	0.0017	-0.0011	0.0041
O	6.0113	8.175	11.1439	-0.0002	0	-0.0018
O	1.6165	10.612	10.8073	0.0013	0.0011	-0.0031
O	4.9448	-5.7191	10.8622	-0.001	0.0008	-0.0027
O	9.998	7.2082	17.2439	0.0007	0.0007	0.0007
O	6.2553	4.9457	20.5688	0.0003	-0.0004	-0.0006
O	6.6373	13.2256	13.9478	0.0009	-0.0004	0.0027
O	3.5754	7.147	12.147	0.0002	0.0006	-0.0003
O	2.3627	5.7109	10.3661	-0.0006	0.0004	-0.0043
O	7.5533	4.7407	14.2523	-0.0003	-0.0003	-0.0004
O	11.4337	-1.5909	17.6185	-0.0004	-0.0002	-0.0003
O	9.8743	4.1881	13.2276	-0.0006	0.0005	0.0004
O	0.6309	7.4544	19.3569	-0.0002	0.0001	-0.0006
O	6.9587	2.5281	19.6034	-0.0001	-0.0007	-0.0001
O	12.4246	6.2111	16.6738	-0.0001	-0.0001	0.0002
O	17.2203	6.5283	15.8411	0	0	-0.0006
O	13.0292	6.5917	21.3763	0.0003	0.0005	0.0001
O	3.2818	0.6402	21.1958	-0.0002	-0.0006	-0.0005
O	0.7213	3.7502	11.5112	-0.0017	0.0038	-0.0015
O	7.2237	-0.1332	20.1206	0.0008	-0.0013	-0.0014
O	8.1612	1.3955	21.8803	-0.0016	-0.0005	-0.001
O	-1.6435	8.8966	19.2906	-0.002	0.005	-0.0013
O	2.7784	9.04	20.8924	0	-0.0004	0.0008
O	12.2247	0.2056	19.6643	-0.0004	0.0002	-0.0002
O	6.1121	9.5625	8.7995	0.0004	0.0012	0.001
O	8.5418	7.7306	10.9445	-0.0007	0.0002	-0.0014
O	8.8369	0.9743	13.2911	-0.0014	-0.0002	-0.0019
O	7.4456	11.5016	15.6328	-0.0015	-0.0062	0.0015
O	5.6417	2.5627	11.1854	-0.063	-0.1183	-0.1565
O	2.6214	-0.3481	16.4748	0.0005	-0.0007	-0.0007
O	3.1697	14.2579	11.1338	0.0002	0.0021	0
O	-6.7791	5.6671	17.2243	0.0003	-0.0001	-0.0001
O	11.1081	7.525	14.7763	-0.0001	0.0004	-0.001
O	4.0637	9.7469	10.478	-0.0002	0.0014	-0.0003
O	3.4351	8.1536	17.0061	0	-0.0002	-0.001
O	9.9976	5.2255	15.609	-0.0003	0.0003	-0.0001
O	10.2932	2.8394	21.5834	-0.0008	-0.0002	-0.0001
O	5.0051	15.0862	13.1773	0.0002	-0.0003	0.0001
O	4.8281	7.1688	21.2485	-0.0015	0.0009	0.0002
O	11.0247	2.6846	19.1065	0.0004	-0.0005	-0.0008
O	8.9395	2.7552	15.2585	-0.0006	-0.0008	-0.0004
O	3.6983	-0.7159	18.8244	0	0.0001	-0.0009
O	5.5903	1.691	21.5988	-0.0001	-0.0005	0.0002
O	5.242	10.1956	16.691	0.0005	0.0002	-0.0003
O	7.903	1.3941	10.7652	-0.0006	0.0024	-0.0005
O	9.5919	0.5419	19.1942	-0.0037	-0.0054	-0.0013
O	17.6084	4.7997	18.0076	-0.0002	-0.0002	-0.0016
O	7.5932	6.5328	22.0522	-0.0009	-0.0002	-0.001
O	-5.9148	-2.6849	14.1368	-0.0006	0	-0.001
O	7.3632	-3.4424	13.3387	0	-0.0004	-0.0014
O	11.3813	-0.7656	15.094	0.0004	-0.0002	0.0002
O	10.2602	7.0886	21.5169	0.0014	0.0003	-0.0007
O	9.0779	3.8082	10.7088	-0.0005	-0.0009	-0.0021
O	8.8151	-6.647	19.7117	-0.0004	0	-0.0004
O	0.4334	11.8993	17.2101	0.0002	-0.0008	0.0003
O	16.4888	3.9712	15.7615	0.0004	0	-0.0008
O	11.1005	-1.7464	12.7034	0.0001	0.0009	-0.0024
O	11.2937	4.9486	20.336	0.0004	0.0005	-0.0004
O	0.038	8.4764	10.2439	-0.0001	0.0013	0.0001
O	10.4374	6.0394	11.4073	0.0006	-0.0001	-0.0016
O	9.9706	-0.0777	11.0858	-0.0002	0.0002	-0.001
O	14.2255	6.4652	14.8181	0.0003	0.0003	-0.0003
O	7.2247	8.9157	15.4742	-0.0014	0.0049	0.0011
H	5.2869	1.9441	10.5226	0.0596	0.1198	0.1554

Results
free energy: -133792.544 eV
free energy less fixed offsets of H -15.97, N -385.13, O -568.88, Si -635.61 eV per atom: 1.636 eV

The program warned: the cutoff lies below the one the program advises for these potential files; the forces do not sum to zero within the program's tolerance; the exchange-correlation potential is rough where the density is thin.
